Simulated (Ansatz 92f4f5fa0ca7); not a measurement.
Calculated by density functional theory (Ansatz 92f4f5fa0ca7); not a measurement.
Periodic cell of 229 atoms, Si134O93H2, from a study of silicon, its oxide and their interface. The atomic structure is a simulated model.
Doubt: the cutoff is far below the 930 eV that the study's wrapper takes by default for these files, so forces and energies are approximate.
This geometry differs little from another in the collection (a relaxation step or a small displacement).

Settings
functional: PBE
potential files: Ansatz PAW
basis: plane waves
wave-function cutoff: 580 eV
density cutoff ratio: 5
exchange-correlation grid ratio: 1
k mesh: 1 x 1 x 1, Gamma-centred
self-consistency stop: 5e-08 eV per atom in the density residual
occupations: fixed
spin: none
net charge: 0

Cell vectors (angstrom)
a, 10.938, 0, 0
b, 0, 10.938, 0
c, 0, 0, 32.3122

Atoms: element, x, y, z (angstrom)
Si, 0.3099, -0.5121, 25.0105
Si, 5.7933, -0.0975, 25.0552
Si, 2.7633, 2.5148, 24.7245
Si, 8.0466, 2.8665, 24.6644
Si, -0.0747, 5.7328, 24.6638
Si, 5.6862, 4.984, 24.7734
Si, 2.7683, 8.4525, 24.8295
Si, 7.9747, 8.4644, 25.0068
Si, 1.268, 1.3616, 26.1294
Si, 7.0287, 1.4312, 26.2555
Si, 4.167, 3.8578, 26.1378
Si, 9.5461, 4.2119, 26.002
Si, 1.5794, 6.7454, 26.044
Si, 6.7737, 6.7179, 26.064
Si, 4.1068, 9.7086, 26.2522
Si, 9.6834, 9.3613, 26.3579
Si, 2.6793, 0.0791, 27.5585
Si, 8.3142, -0.0557, 27.5727
Si, -0.0659, 2.7904, 27.4629
Si, 5.5421, 2.6582, 27.5867
Si, 2.836, 5.3553, 27.4807
Si, 8.1822, 5.4679, 27.4942
Si, 0.1604, 8.0091, 27.5759
Si, 5.4549, 8.1793, 27.4951
Si, 4.1018, 1.3673, 28.894
Si, 9.5708, 1.3673, 28.894
Si, 1.3673, 4.1018, 28.894
Si, 6.8362, 4.1018, 28.894
Si, 4.1018, 6.8362, 28.894
Si, 9.5708, 6.8362, 28.894
Si, 1.3673, 9.5708, 28.894
Si, 6.8362, 9.5708, 28.894
Si, 0, 0, 30.2612
Si, 5.469, 0, 30.2612
Si, 2.7345, 2.7345, 30.2612
Si, 8.2035, 2.7345, 30.2612
Si, 0, 5.469, 30.2612
Si, 5.469, 5.469, 30.2612
Si, 2.7345, 8.2035, 30.2612
Si, 8.2035, 8.2035, 30.2612
Si, 1.3673, 1.3673, 31.6285
Si, 6.8362, 1.3673, 31.6285
Si, 4.1018, 4.1018, 31.6285
Si, 9.5708, 4.1018, 31.6285
Si, 1.3673, 6.8362, 31.6285
Si, 6.8362, 6.8362, 31.6285
Si, 4.1018, 9.5708, 31.6285
Si, 9.5708, 9.5708, 31.6285
Si, 2.7345, 0, 0.6835
Si, 8.2035, 0, 0.6835
Si, 0, 2.7345, 0.6835
Si, 5.469, 2.7345, 0.6835
Si, 2.7345, 5.469, 0.6835
Si, 8.2035, 5.469, 0.6835
Si, 0, 8.2035, 0.6835
Si, 5.469, 8.2035, 0.6835
Si, 4.1018, 1.3673, 2.0507
Si, 9.5708, 1.3673, 2.0507
Si, 1.3673, 4.1018, 2.0507
Si, 6.8362, 4.1018, 2.0507
Si, 4.1018, 6.8362, 2.0507
Si, 9.5708, 6.8362, 2.0507
Si, 1.3673, 9.5708, 2.0507
Si, 6.8362, 9.5708, 2.0507
Si, 0, 0, 3.418
Si, 5.469, 0, 3.418
Si, 2.7345, 2.7345, 3.418
Si, 8.2035, 2.7345, 3.418
Si, 0, 5.469, 3.418
Si, 5.469, 5.469, 3.418
Si, 2.7345, 8.2035, 3.418
Si, 8.2035, 8.2035, 3.418
Si, 1.3723, 1.3629, 4.7706
Si, 6.7848, 1.4081, 4.8189
Si, 4.0817, 4.1197, 4.794
Si, 9.5539, 4.1364, 4.7621
Si, 1.3327, 6.871, 4.8252
Si, 6.7687, 6.9184, 4.6812
Si, 4.0381, 9.6334, 4.8199
Si, 9.5242, 9.6226, 4.7867
Si, 2.6632, 0.0247, 6.2786
Si, 8.1719, 0.0877, 6.1892
Si, 0.0356, 2.7871, 6.0801
Si, 5.41, 2.756, 6.2334
Si, 2.743, 5.5239, 6.1785
Si, 8.1367, 5.5815, 5.9785
Si, -0.074, 8.2549, 6.1833
Si, 5.4654, 8.2827, 6.0982
Si, 3.7694, 1.6614, 7.6099
Si, 9.804, 1.282, 7.4247
Si, 1.5508, 3.9491, 7.4567
Si, 6.6195, 4.4672, 7.3261
Si, 4.3958, 6.6801, 7.4182
Si, 9.1488, 7.1584, 7.3835
Si, 0.9763, 9.848, 7.575
Si, 6.9781, 9.4464, 7.4836
O, 5.4852, 5.5291, 7.8838
O, -0.1174, 0.0912, 7.9274
O, 2.6456, 2.8188, 8.0323
O, 8.0837, 8.3032, 7.9415
O, 1.5126, 9.4579, 24.3552
O, 6.8526, 3.9359, 24.1741
O, 6.7796, 9.5552, 25.0914
O, 0.1444, 4.8225, 23.309
O, 6.2386, 10.0416, 8.8536
O, 0.703, 4.6906, 8.6598
O, 1.3744, 9.2406, 9.0514
O, 7.5233, 4.0831, 8.6443
O, 9.591, 6.3733, 8.7445
O, 4.3069, 0.9677, 9.0609
O, 3.9371, 7.4277, 8.8158
O, 9.344, 2.1079, 8.7865
O, 5.6919, 0.3569, 23.4592
O, 8.5792, 1.97, 23.336
O, 10.3154, 7.1133, 23.9112
O, 4.7247, 5.4777, 23.5107
O, 8.2822, 8.5433, 23.3883
O, 2.3334, 3.5146, 23.4597
O, 3.7852, 7.9434, 23.5959
O, 10.1663, -0.1357, 23.8279
Si, 6.4565, 12.2152, 15.6095
Si, -2.6628, 7.9752, 14.0809
Si, 7.4787, 4.1094, 16.757
Si, -0.4182, 3.7247, 19.9515
Si, 14.3489, 2.3592, 13.2976
Si, 3.1159, 3.8322, 18.0427
Si, 3.6887, 7.4491, 15.0085
Si, 4.3285, 0.8238, 22.704
Si, 1.2957, 6.0257, 14.0309
Si, 4.3861, -0.7041, 20.2538
Si, 4.7644, 2.2351, 20.1322
Si, 7.9705, 2.7301, 9.4096
Si, 9.4599, 3.7228, 11.7276
Si, 10.7783, 5.6997, 9.6054
Si, 2.924, 4.5862, 11.6753
Si, 5.5998, 8.0734, 12.7042
Si, 9.9068, 1.1111, 22.8308
Si, 1.2839, 8.417, 10.4481
Si, 9.9677, -1.0377, 20.5734
Si, 3.4833, 1.5964, 16.0675
Si, 7.2432, 6.5245, 21.1053
Si, 16.4862, 0.2871, 12.7861
Si, 0.0734, -2.0588, 13.1626
Si, 9.4712, 5.0563, 14.5693
Si, -9.755, 2.2978, 11.5057
Si, 3.5358, 7.3321, 19.7569
Si, 1.8346, 9.9182, 15.4486
Si, 0.8775, 6.0549, 18.6598
Si, 7.5438, 3.6846, 19.8612
Si, 7.9237, -1.2741, 16.6432
Si, 0.8909, 3.5289, 22.6941
Si, 5.0601, 5.9978, 17.298
Si, 7.1485, 9.0978, 19.4904
Si, 3.9432, 7.2391, 10.4303
Si, 9.4462, 7.6913, 22.6508
Si, 4.5964, 6.8619, 22.6542
Si, 5.8066, 0.4973, 9.5964
Si, 10.8759, -2.0278, 17.7902
O, 10.027, 0.4367, 21.3273
O, 4.4998, 7.2596, 13.6043
O, 11.1552, 2.1113, 23.0928
O, 6.9367, -1.6782, 17.8829
O, 3.5644, 8.9762, 19.6076
O, 0.1036, 7.2503, 17.808
O, 8.1408, 3.1018, 10.9856
O, 4.5081, 2.1366, 21.7474
O, 1.9401, 3.5974, 10.819
O, 13.3384, 0.4761, 15.6565
O, 5.9324, -1.1876, 20.3363
O, 1.9739, 5.3198, 12.7579
O, 2.7973, 8.234, 11.0417
O, 4.0155, 3.6196, 12.4347
O, 16.4042, -1.2951, 13.0999
O, 3.7586, 6.7736, 21.2682
O, 1.8209, 2.1725, 13.0119
O, -14.2873, 8.7315, 15.3506
O, -9.5323, 0.9874, 10.5718
O, 3.8004, -0.4123, 21.7611
O, 3.1044, 8.9556, 15.1208
O, 11.7338, -1.0061, 14.1836
O, 6.4438, 11.9692, 13.9619
O, 3.3246, 1.1659, 23.9366
O, 4.0671, -9.9983, 12.8598
O, 6.1451, 7.1341, 22.1688
O, -12.4775, 8.9461, 13.3972
O, -0.8521, 4.9621, 10.8757
O, 7.9062, 3.7617, 18.2786
O, 6.3688, 2.5438, 19.9658
O, 14.586, 2.6885, 14.8631
O, 4.3671, 11.696, 19.4789
O, 7.1207, 7.6027, 13.0028
O, -2.224, 6.4824, 21.8247
O, -2.1039, 4.3892, 15.9015
O, 2.0064, 6.8925, 19.4637
O, 2.4598, 6.3736, 15.1169
O, 13.7499, 2.3976, 17.3244
O, 9.4701, -1.5684, 17.0842
O, 6.808, 1.657, 9.0948
O, 4.6978, 7.1669, 16.2389
O, 19.8878, 6.5857, 14.5396
O, 4.1853, 4.6361, 17.1316
O, -1.9241, 3.4168, 20.5676
O, 10.5383, 13.4478, 11.759
O, 7.3023, -3.4255, 19.8109
O, 0.3845, 9.1739, 11.5845
O, 0.7788, 6.8934, 10.1711
O, 4.6634, 6.6383, 18.7708
O, 15.9156, 11.8794, 16.2769
O, 3.6865, 5.6542, 10.7365
O, 6.5699, 5.4811, 16.9237
O, 10.2638, -2.2685, 21.6282
O, 1.7443, 4.7471, 18.0648
O, 7.6002, 11.2282, 16.254
O, 9.0472, 4.2325, 13.2197
O, 0.0267, 9.6173, 19.2853
O, 3.814, 14.3548, 19.4832
O, 5.3312, 18.6672, 11.1324
O, 6.903, 5.0327, 20.5408
O, 1.137, -1.4727, 16.8467
O, 0.1667, 5.0669, 14.7119
O, 0.605, -3.5484, 13.5112
O, 8.4655, 9.8851, 19.978
O, 5.998, 0.4175, 11.2143
O, 6.7636, 2.839, 16.0016
O, 0.7899, 3.6132, 21.0748
O, 10.6054, 5.3001, 19.4542
H, -8.6372, 0.894, 10.2022
O, -0.2163, 2.6025, 18.7886
H, 0.5092, 2.6985, 18.1537

Results
free energy: -138108.420 eV
free energy less fixed offsets of H -15.97, O -568.88, Si -635.61 eV per atom: 1.100 eV

Forces (eV/angstrom), in the order of the atoms: element, x, y, z
Si, 0.0048, -0.0019, -0.0192
Si, 0.0147, -0.002, -0.0067
Si, 0.0056, 0.001, -0.0098
Si, -0.0009, -0.0134, -0.0049
Si, -0.0032, 0.0047, -0.0149
Si, -0.0057, -0.0031, -0.0205
Si, 0.0031, 0.001, 0.005
Si, -0.0065, 0.0281, -0.0126
Si, -0.0011, 0.0028, 0.0126
Si, -0.0022, 0.0078, 0.005
Si, -0.0038, 0.0016, 0.0087
Si, -0.0041, -0.0021, 0.0089
Si, -0.0011, -0.0001, 0.0066
Si, -0.0038, 0.0048, 0.0116
Si, -0.0084, -0.0098, 0.0128
Si, -0.0085, -0.0021, 0.0117
Si, 0.0024, -0.0013, -0.0015
Si, -0.0087, -0.0127, -0.0083
Si, 0.0021, -0.0006, 0.0005
Si, 0.0054, -0.0013, -0.0005
Si, 0.0013, 0.0026, 0.002
Si, 0.0032, -0.0074, 0.0006
Si, -0.0004, 0.0005, 0.0034
Si, 0.0109, 0.0101, -0.0064
Si, 0.0261, -0.1137, 0.4476
Si, 0.2218, 0.3415, 0.1521
Si, -0.0482, -0.0891, -0.424
Si, 0.0969, 0.1285, 0.1736
Si, 0.0703, -0.2439, -0.1989
Si, 0.1062, -0.5695, 0.1095
Si, 0.0906, -0.1457, 0.0977
Si, 0.0231, -0.2307, -0.2042
Si, -0.0053, 0.0488, -0.0144
Si, -0.1339, -0.0433, 0.006
Si, 0.0356, 0.0114, -0.0024
Si, -0.0255, 0.0073, 0.018
Si, -0.1843, -0.024, 0.0333
Si, 0.0204, 0.0498, 0.0012
Si, -0.0118, 0.0669, -0.0025
Si, 0.0084, 0.1181, -0.0431
Si, 0.0711, -0.085, -0.0126
Si, 0.0539, 0.0312, -0.042
Si, -0.0002, 0.0448, -0.0091
Si, 0.0948, -0.0722, -0.0094
Si, -0.0343, 0.0005, -0.0443
Si, 0.0172, -0.0676, -0.0185
Si, 0.0937, -0.089, -0.0078
Si, -0.0178, 0.0121, -0.0085
Si, -0.0164, 0.0315, 0.025
Si, -0.0901, 0.0378, 0.0169
Si, -0.0959, 0.0346, 0.0216
Si, -0.0321, -0.0386, 0.0035
Si, -0.021, 0.0612, 0.0079
Si, 0.0001, 0.0218, 0.014
Si, 0.0142, 0.0079, 0.0065
Si, -0.0157, 0.079, 0.0348
Si, 0.0613, 0.0407, -0.0038
Si, 0.0675, -0.0645, 0.0247
Si, 0.0396, -0.0228, 0.0194
Si, 0.0215, 0.0154, -0.0056
Si, 0.0137, -0.1374, 0.0041
Si, 0.0387, 0.0438, 0.0049
Si, -0.0372, -0.0403, 0.0031
Si, 0.1128, -0.0422, 0.0022
Si, -0.0773, -0.0085, -0.0833
Si, -0.194, 0.1526, 0.2228
Si, 0.0881, -0.006, -0.0687
Si, -0.2019, 0.0264, 0.1227
Si, 0.0893, 0.2007, -0.0007
Si, -0.3101, -0.0994, -0.3249
Si, -0.1786, 0.1498, 0.2726
Si, 0.0984, 0.4397, -0.4536
Si, 0.0003, -0.0035, 0.0036
Si, -0.0001, -0.0008, -0.0005
Si, 0.0042, 0.0023, 0.003
Si, 0.0015, -0.0003, 0.004
Si, 0.0016, -0.0015, 0
Si, -0.0052, 0.0062, 0.0027
Si, 0.0007, -0.0025, 0.0019
Si, -0.0038, -0.0002, 0.0065
Si, -0.0043, 0.008, 0.0008
Si, 0.0067, -0.0023, -0.0002
Si, -0.0038, -0.0041, -0.0074
Si, -0.0055, 0.0037, 0.0002
Si, 0, -0.0013, -0.0071
Si, -0.0011, -0.0021, 0.0014
Si, -0.006, 0.0017, -0.0046
Si, 0.0066, -0.0042, -0.0021
Si, -0.0051, -0.0019, -0.0041
Si, 0.0051, -0.0041, -0.0012
Si, 0.0013, 0.0002, 0.0139
Si, 0.001, 0.0086, 0.0026
Si, 0.009, 0.0026, 0.0119
Si, -0.0072, -0.0013, 0.0085
Si, -0.0015, 0.0095, 0.0163
Si, -0.0041, -0.0043, -0.0025
O, 0.0002, -0.002, 0.0008
O, -0.0013, -0.005, -0.0011
O, 0.0021, -0.0009, 0.0024
O, 0.0103, -0.0044, 0.0021
O, -0.0084, 0.0089, 0.0019
O, -0.0033, 0.0068, -0.0036
O, 0.0171, -0.0202, -0.0033
O, 0.0022, -0.0014, 0.0064
O, 0.0049, -0.0032, -0.0035
O, 0.0062, -0.0058, -0.0041
O, -0.0015, 0.0046, -0.0125
O, -0.002, 0.0008, -0.0025
O, -0.0008, 0.0044, -0.0035
O, -0.0061, 0.0071, -0.0015
O, 0.0015, -0.0039, -0.0094
O, 0.0011, -0.0034, 0.0009
O, 0.0038, 0.0015, 0.0059
O, -0.0115, 0.0121, 0.0149
O, 0.0059, -0.0094, 0.0067
O, 0.0085, -0.0054, 0.0148
O, -0.006, 0.0004, 0.0111
O, 0.0055, -0.0003, 0.009
O, -0.0067, 0.0097, 0.0072
O, 0.001, -0.0015, -0.0013
Si, 0.0008, 0.0005, 0.0035
Si, 0.0011, 0, 0.0009
Si, -0.0006, 0.001, -0.004
Si, 0.0013, 0, 0.0027
Si, 0.0018, 0.0001, 0.0018
Si, -0.0007, -0.0012, -0.001
Si, -0.0009, 0.0011, 0.0018
Si, 0.0022, -0.0007, -0.0028
Si, 0.0002, 0.0043, 0.0009
Si, 0.0004, -0.0006, 0.0043
Si, -0.001, 0.0022, 0.001
Si, 0.001, 0.0032, -0.0093
Si, 0.0014, 0.0006, -0.0045
Si, -0.0027, 0.0022, -0.0054
Si, 0.0012, -0.0019, -0.006
Si, 0.0031, -0.0005, -0.0001
Si, 0.0023, -0.005, 0.0041
Si, -0.0008, -0.001, -0.0033
Si, 0.0037, 0.0015, 0.0007
Si, 0.0007, -0.0018, 0.0018
Si, -0.0018, -0.0001, 0.0074
Si, 0.0018, 0.0002, 0.0023
Si, 0.0003, 0, 0.0004
Si, 0.0007, 0.0038, 0.0034
Si, 0.0025, 0.0016, -0.0068
Si, -0.0014, -0.0018, 0.0008
Si, 0.0008, 0.001, 0.0022
Si, 0.0009, 0.0011, -0.0016
Si, 0.0046, 0.0001, 0.0013
Si, 0.0024, 0.002, -0.002
Si, -0.0101, 0.0008, -0.001
Si, 0.0037, -0.0019, -0.0005
Si, -0.0008, 0.002, -0.0002
Si, 0.0006, -0.0025, -0.008
Si, -0.0004, -0.0002, 0.0023
Si, 0.0063, -0.0055, -0.0037
Si, 0.0045, 0.0008, -0.0105
Si, 0.0009, -0.0002, -0.0018
O, -0.0008, -0.0006, -0.0019
O, 0.0025, 0.0016, -0.0001
O, 0.0097, 0.0067, 0.0002
O, -0.0003, -0.0004, 0.004
O, 0, 0.0005, -0.0013
O, 0.0007, -0.0021, -0.0004
O, 0.0009, 0.001, 0.0061
O, -0.0002, 0.0001, 0.0014
O, 0.0005, 0.0003, 0.0038
O, -0.0001, 0.0007, -0.0003
O, 0.0001, 0.0006, -0.0008
O, 0.0004, -0.0006, 0.004
O, -0.0003, 0.0004, 0.0043
O, -0.0004, 0.0023, 0.0018
O, 0.0001, 0, 0.0027
O, -0.0009, -0.002, -0.0015
O, -0.0017, -0.0006, 0.0013
O, 0.001, 0.0002, 0.0013
O, -0.0005, -0.0013, 0.0044
O, 0.0008, 0.0036, 0.0033
O, 0.0007, -0.0001, 0.0015
O, -0.0007, -0.0008, 0
O, -0.0009, -0.0013, -0.0033
O, -0.0061, -0.0004, 0.0049
O, -0.0009, 0.0019, 0.0022
O, 0.0033, -0.0007, 0.0003
O, 0.0009, 0.0002, 0.002
O, 0.0015, 0.0016, 0.0039
O, 0.0029, -0.0009, 0.0041
O, -0.0024, -0.0018, -0.0001
O, -0.0007, -0.0004, -0.0029
O, 0.0007, 0.0006, -0.0004
O, -0.0029, 0.0007, 0.0016
O, 0.0033, 0.0003, 0.0018
O, 0.001, -0.0003, 0.0008
O, 0.0031, 0.0027, 0.002
O, -0.0015, -0.0015, -0.0001
O, 0.0007, 0.0007, 0.0018
O, -0.0012, 0.0007, 0.0021
O, -0.001, -0.0021, 0.0056
O, -0.0001, 0.0009, 0.0004
O, 0.0007, -0.0002, 0.0013
O, 0, 0.0008, 0.0015
O, -0.0019, -0.0011, 0.0005
O, -0.0023, 0.0018, 0.0047
O, 0.0005, -0.0004, -0.0023
O, 0.0029, -0.0006, -0.0003
O, 0.0012, 0.0001, 0.0059
O, 0.0006, 0.0016, 0.0016
O, 0, 0.0007, 0.0001
O, 0.0018, 0.002, 0.0054
O, -0.0002, 0.0032, 0.0013
O, 0.0011, -0.0028, 0.0016
O, -0.0008, 0.0014, 0.0012
O, 0, -0.0006, 0.0004
O, -0.0003, -0.0025, -0.0039
O, 0.0003, 0.0019, 0.0054
O, 0.0024, -0.0006, 0.002
O, -0.0017, 0.0001, 0.0035
O, -0.0028, 0.0024, 0.0009
O, 0.0018, 0.0009, -0.0002
O, 0.0008, -0.0007, 0.0006
O, 0.0015, -0.002, 0.0023
O, -0.0017, 0.0016, -0.0025
O, -0.0004, 0.0012, 0.0052
O, -0.0003, -0.001, 0.0008
O, 0.0015, -0.0006, 0.0034
O, -0.0013, -0.0002, 0.0026
H, 0.0001, -0.0001, -0.0006
O, -0.0024, -0.0018, 0.0057
H, 0.0047, 0.0019, -0.0029

The program warned: the cutoff lies below the one the program advises for these potential files; the exchange-correlation potential is rough where the density is thin.
